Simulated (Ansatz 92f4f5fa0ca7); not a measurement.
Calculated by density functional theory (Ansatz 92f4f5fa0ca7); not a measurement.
Periodic cell of 272 atoms, Si166O101H5, from a study of silicon, its oxide and their interface. The atomic structure is a simulated model.

Settings: functional PBE; potential files Ansatz PAW; basis plane waves; wave-function cutoff 700 eV; density cutoff ratio 5; exchange-correlation grid ratio 1; k mesh 2 x 2 x 1, shifted by 0.5 0.5 0.5 of a step; self-consistency stop 5e-08 eV per atom in the density residual; occupations fixed; spin none; net charge +1 e, with a uniform compensating background and no finite-size correction.

Cell vectors (angstrom)
a	11.6015	0	0
b	0	13.3963	0
c	0	0	30.9504

Atoms: element, x, y, z (angstrom)
Si	11.7861	-0.0863	24.4674
Si	3.9412	-0.0699	24.2728
Si	7.7811	-0.0339	24.5173
Si	1.8137	3.367	24.2556
Si	5.8891	3.2601	24.2411
Si	9.8292	3.1992	24.4087
Si	11.6419	6.7083	24.0048
Si	3.9581	6.6262	24.2666
Si	7.7985	6.6223	24.2114
Si	2.1688	9.8681	24.065
Si	5.8843	10.013	24.1471
Si	9.8514	10.0556	24.1111
Si	11.7064	2.1345	25.3062
Si	3.8528	2.2137	24.8825
Si	7.8042	2.2149	25.153
Si	1.9515	5.6026	24.964
Si	5.8773	5.499	25.011
Si	9.7654	5.5249	24.9253
Si	11.7424	8.8953	24.8971
Si	4.0246	8.8441	25.0475
Si	7.869	8.9079	24.8666
Si	2.0881	12.0925	25.0434
Si	5.8448	12.1977	25.1157
Si	9.7701	12.2252	25.0536
Si	11.6566	2.1888	27.5963
Si	3.876	2.2244	27.3051
Si	7.7737	2.2297	27.4829
Si	1.9501	5.5814	27.3568
Si	5.8379	5.5367	27.3802
Si	9.7231	5.5667	27.332
Si	11.6746	8.9008	27.3145
Si	3.938	8.8881	27.4073
Si	7.7964	8.913	27.2972
Si	2.0125	12.1881	27.4107
Si	5.8334	12.2377	27.4569
Si	9.7273	12.2291	27.4184
Si	2.0084	1.0524	28.1974
Si	5.8049	1.1099	28.1758
Si	9.6876	1.0659	28.2226
Si	11.6344	4.4691	28.1989
Si	3.8788	4.4419	28.1598
Si	7.7845	4.4714	28.1929
Si	1.9787	7.7976	28.1792
Si	5.8716	7.7762	28.1657
Si	9.7264	7.8024	28.1416
Si	11.658	11.1138	28.1848
Si	3.9233	11.104	28.2252
Si	7.7843	11.1193	28.1854
Si	1.9336	1.1164	30.5554
Si	5.8008	1.1164	30.5554
Si	9.6679	1.1164	30.5554
Si	0	4.4654	30.5554
Si	3.8672	4.4654	30.5554
Si	7.7343	4.4654	30.5554
Si	1.9336	7.8145	30.5554
Si	5.8008	7.8145	30.5554
Si	9.6679	7.8145	30.5554
Si	0	11.1635	30.5554
Si	3.8672	11.1635	30.5554
Si	7.7343	11.1635	30.5554
Si	0	0	0.3944
Si	3.8672	0	0.3944
Si	7.7343	0	0.3944
Si	1.9336	3.3491	0.3944
Si	5.8008	3.3491	0.3944
Si	9.6679	3.3491	0.3944
Si	0	6.6981	0.3944
Si	3.8672	6.6981	0.3944
Si	7.7343	6.6981	0.3944
Si	1.9336	10.0472	0.3944
Si	5.8008	10.0472	0.3944
Si	9.6679	10.0472	0.3944
Si	11.5369	0.0741	2.7704
Si	3.8572	0.0508	2.7257
Si	7.6674	0.0573	2.7825
Si	1.8616	3.3624	2.8114
Si	5.7578	3.3788	2.7668
Si	9.6056	3.3594	2.7832
Si	11.612	6.7279	2.7678
Si	3.8148	6.7273	2.7661
Si	7.7452	6.7435	2.7378
Si	1.9104	10.1001	2.7505
Si	5.7926	10.0663	2.7369
Si	9.6352	10.1151	2.7752
Si	11.5043	2.2814	3.6817
Si	3.8148	2.2683	3.5656
Si	7.6587	2.2856	3.6685
Si	1.9063	5.5981	3.6652
Si	5.7822	5.6405	3.4426
Si	9.6784	5.6089	3.4986
Si	11.5834	8.9744	3.5302
Si	3.8438	8.9771	3.4986
Si	7.714	8.9604	3.5438
Si	1.904	12.3695	3.4282
Si	5.7391	12.2858	3.5301
Si	9.5976	12.3633	3.5877
Si	11.3603	2.296	6.1278
Si	3.7374	2.2645	5.9407
Si	7.5277	2.3429	6.1099
Si	1.8831	5.5185	6.1709
Si	5.7373	5.6915	5.7615
Si	9.6776	5.6522	5.8369
Si	11.4687	9.0401	5.917
Si	3.7943	9.0138	5.8854
Si	7.6475	8.9599	5.8966
Si	1.8332	12.4495	5.7366
Si	5.6415	12.2323	5.8799
Si	9.4786	12.3934	5.9746
Si	1.756	1.228	6.7273
Si	5.5908	1.0216	6.7304
Si	9.3699	1.1836	6.9896
Si	11.4384	4.5336	6.9592
Si	3.9912	4.481	6.7339
Si	7.6848	4.7138	6.6297
Si	1.828	7.8448	6.2603
Si	5.7127	7.8584	6.677
Si	9.5782	7.8565	6.6635
Si	11.5253	11.3568	6.4873
Si	3.5995	11.2399	6.6806
Si	7.5853	11.1653	6.6649
H	7.5283	11.1149	8.1598
H	9.6244	7.8657	8.1605
O	11.235	4.6725	8.6307
O	9.0597	1.2136	8.663
O	3.2333	11.2222	8.3044
O	5.3644	0.6234	8.3298
O	4.5136	4.4161	8.311
O	0.2636	11.6057	8.0809
O	5.7746	7.8091	8.3401
O	7.809	5.3757	8.1567
O	1.8253	1.2654	8.3902
H	7.7518	6.5763	22.7113
H	3.9728	-0.1796	22.7803
H	3.9693	6.6553	22.7658
O	2.5093	9.6204	22.4388
O	0.5039	-0.0954	22.8396
O	10.1731	2.8934	22.7976
O	11.609	6.7858	22.3224
O	6.0562	3.2167	22.5948
O	5.6838	10.0966	22.4843
O	1.2341	3.5215	22.6752
O	10.1093	10.1896	22.4545
O	7.5624	0.0285	22.8836
Si	0.9546	4.4009	14.9322
Si	6.2123	8.0381	12.5923
Si	11.4901	7.428	20.7997
Si	2.4106	9.2985	20.8211
Si	9.3138	1.2204	17.6723
Si	11.3122	4.7451	19.2793
Si	3.0568	2.3872	14.2358
Si	4.4671	0.8054	19.4568
Si	8.6892	4.135	17.6536
Si	8.7414	11.9999	19.2901
Si	4.7413	7.9241	16.6037
Si	8.7785	0.1445	9.9077
Si	4.8262	4.855	9.8598
Si	-0.1192	3.1125	21.8301
Si	8.263	0.3582	21.4732
Si	10.7593	10.1556	11.7996
Si	6.263	2.601	21.1078
Si	4.4327	9.9454	14.2136
Si	4.1417	3.0408	17.1227
Si	6.0487	11.6404	18.5694
Si	10.2977	4.9168	12.8247
Si	1.0828	1.3377	9.8464
Si	9.5102	9.7257	20.9937
Si	6.044	4.7763	18.7679
Si	6.3116	9.702	21.0238
Si	7.9521	5.1832	9.7644
Si	5.6077	5.951	14.6581
Si	10.676	3.8443	9.9575
Si	7.6816	0.6743	15.0235
Si	5.0018	12.4027	15.8792
Si	9.6904	12.9914	12.8166
Si	2.0136	12.2311	19.6092
Si	4.9024	7.6892	19.5034
Si	4.9828	7.8755	9.7686
Si	2.0348	13.2606	16.7677
Si	9.0293	7.4576	11.8042
Si	3.7853	2.2126	11.3169
Si	1.0019	13.2733	14.0565
Si	1.9777	10.7025	12.4855
Si	11.2196	11.9827	9.5045
Si	5.5746	0.0081	9.8274
Si	3.0577	5.5772	16.2256
Si	11.499	0.2524	21.3779
Si	0.5767	2.5642	17.399
Si	3.7236	10.82	9.8141
Si	7.9939	3.7907	14.6041
O	7.7956	12.5215	20.5252
O	6.2384	0.0305	15.4938
O	1.7294	12.1899	13.091
O	6.0031	8.1493	20.61
O	0.4245	13.2587	10.151
O	5.9268	7.0423	15.8604
O	7.5486	5.1447	18.256
O	4.1207	1.9056	18.2949
O	11.3496	10.6365	10.3655
O	5.334	11.3747	17.1218
O	5.0376	1.5701	20.7799
O	3.1572	13.358	19.9481
O	7.6446	11.4162	18.2362
O	3.4547	6.9634	16.9626
O	4.256	6.4074	10.0171
O	9.8802	11.3757	12.4893
O	9.8802	0.1944	21.5227
O	9.4226	13.3476	18.693
O	1.7937	12.2252	17.9981
O	6.019	8.113	10.9822
O	2.5776	10.9519	10.9663
O	5.6175	13.1908	18.8962
O	10.8457	1.6882	17.5969
O	4.7498	11.4995	14.5489
O	0.7779	3.6749	18.6094
O	5.4684	6.7308	13.2237
O	10.0677	4.7618	18.2392
O	0.5612	9.8621	12.6044
O	5.6677	9.3864	13.3088
O	11.7356	6.3023	19.6195
O	1.7545	1.4275	17.243
O	3.0549	9.8487	13.3529
O	1.9523	1.191	14.1322
O	9.9746	6.4946	12.6794
O	7.1828	-0.1096	10.0907
O	8.9822	4.0553	13.3078
O	7.7078	1.8175	20.9846
O	4.0392	9.2055	9.7449
O	0.9704	8.6106	20.5758
O	9.6029	12.232	9.3638
O	5.1998	8.4583	18.0714
O	9.018	3.9305	9.9491
O	7.9107	9.7069	21.1792
O	9.8731	8.8221	11.4806
O	11.0288	4.4268	11.4369
O	-0.1758	2.3909	9.8579
O	6.7158	4.791	14.4921
O	5.6805	10.6785	19.8544
O	3.4872	8.2205	20.1781
O	8.7104	0.645	16.2843
O	9.3723	0.4395	11.4186
O	4.0116	2.2541	12.9289
O	6.4286	4.8118	10.2661
O	6.1849	3.849	20.088
O	7.8151	7.9165	12.7834
O	8.5138	6.5611	10.493
O	8.4117	-0.1835	13.8205
O	0.9732	12.7676	15.6156
O	3.0086	4.2378	17.1909
O	4.0621	3.7356	10.7631
O	10.0541	8.2241	20.6235
O	9.799	10.8517	19.8132
O	11.0828	0.1656	13.4957
O	4.2611	9.0972	15.5925
O	1.5467	5.741	15.6551
O	11.3738	4.8625	13.9903
O	4.8626	1.101	10.7989
O	8.4641	2.5609	18.1369
O	5.1255	6.0753	19.2105
O	2.4918	10.7404	20.06
O	4.0049	2.4223	15.5949
O	0.2684	1.7797	20.9721
O	3.5948	13.1605	16.2538
O	8.7546	4.1309	16.015
O	5.493	3.9175	17.4692
O	2.1643	3.7366	14.0729
O	0.3739	3.325	15.9862
O	0.5987	12.6314	20.3275
O	7.4789	2.236	14.5552
O	4.9546	11.8932	10.0876
O	2.2453	1.7575	10.919
O	4.1537	5.3201	15.026
O	10.9553	4.2094	20.7721

Results
free energy: -163073.770 eV
free energy less fixed offsets of H -17.10, O -569.03, Si -635.61 eV per atom: -4.980 eV

Forces (eV/angstrom), in the order of the atoms: element, x, y, z
Si	0.0399	0.0065	-0.0469
Si	0.0197	-0.0197	0.0296
Si	-0.0049	-0.0129	-0.0448
Si	-0.0723	-0.0246	-0.0336
Si	0.0305	-0.0632	-0.0276
Si	0.0425	-0.0105	-0.0131
Si	0.0051	-0.0263	-0.0654
Si	0.0324	-0.0212	-0.0205
Si	-0.0027	0.0064	-0.0199
Si	0.0389	-0.0397	-0.0232
Si	-0.0292	-0.0067	-0.0319
Si	0.0296	-0.0613	-0.046
Si	0.0019	-0.0071	-0.0687
Si	-0.0267	0.0169	0.0431
Si	0.01	0.0326	-0.0267
Si	-0.032	0.0201	-0.017
Si	-0.0085	0.0333	-0.021
Si	0.0132	0.0081	-0.0098
Si	0.0088	0.0275	-0.0048
Si	-0.0029	0.0097	-0.0277
Si	-0.0129	-0.001	0.0115
Si	0.0457	0.0055	0.0049
Si	-0.0796	0.002	-0.0426
Si	-0.0098	0.0336	0.0326
Si	0.0109	0.01	0.0118
Si	-0.0043	0.0015	-0.0147
Si	0.0054	-0.0022	-0.0042
Si	0.0048	-0.0098	-0.0155
Si	-0.0009	-0.015	0.0093
Si	0.0216	0.0046	-0.0204
Si	0.0032	-0.0002	-0.0149
Si	-0.0012	0.0036	-0.0045
Si	0.0024	0.0013	-0.0181
Si	-0.0009	0.0049	-0.0114
Si	0.0199	0.0018	-0.0036
Si	0.0195	0.0095	-0.0213
Si	0.0361	0.0002	0.0118
Si	-0.0077	0.0009	0.0038
Si	-0.0174	0.0124	-0.0275
Si	-0.0124	0.0018	-0.0075
Si	0.0008	0.0136	-0.0005
Si	-0.0099	0.0115	-0.0094
Si	-0.0139	0.01	-0.0216
Si	0.012	0.0154	-0.0055
Si	-0.0049	0.0062	-0.0027
Si	-0.0076	0.0042	-0.0071
Si	-0.0084	0.0097	-0.0258
Si	-0.0383	0.0076	0.0019
Si	0.266	-0.2037	0.1167
Si	-0.1031	-0.0073	-0.1766
Si	-0.0039	-0.1445	0.2235
Si	0.0506	0.1317	0.1265
Si	0.0098	-0.0373	-0.1268
Si	0.1114	0.108	0.0489
Si	0.0129	-0.016	-0.1249
Si	0.1966	0.005	-0.1238
Si	0.0341	0.0014	-0.2625
Si	0.0695	-0.1534	0.0223
Si	0.0556	-0.1012	0.3014
Si	0.0673	-0.1162	0.0321
Si	-0.1955	0.2267	0.0226
Si	0.0341	0.1673	-0.1948
Si	-0.0651	0.1774	0.127
Si	-0.1703	0.1031	0.2474
Si	-0.0152	-0.0828	-0.0032
Si	-0.111	-0.0802	0.1286
Si	0.1524	-0.0059	0.0173
Si	-0.2392	0.0158	-0.0838
Si	0.0209	0.0414	-0.1556
Si	-0.0319	0.0032	-0.0912
Si	-0.0876	-0.0145	-0.1899
Si	0.0108	0.0945	0.0814
Si	-0.0478	-0.0173	-0.0067
Si	0.0017	0.0053	0.0137
Si	0.0074	0.0122	-0.0055
Si	-0.0304	-0.0152	-0.0003
Si	0.0064	-0.0149	-0.0004
Si	0.003	-0.0007	-0.0111
Si	0.0133	0.0217	-0.0046
Si	-0.0099	-0.008	0.0083
Si	0.0006	-0.0135	0.006
Si	-0.0327	0.0084	0.0063
Si	0.0517	0.0406	0.0291
Si	-0.0129	0.001	0.0278
Si	-0.0007	0.0017	0.0184
Si	0.0274	0.0164	0.0184
Si	-0.011	-0.0178	0.0267
Si	0.0042	-0.0031	0.0233
Si	0.0042	-0.0014	0.0041
Si	-0.0021	-0.0193	0.0144
Si	-0.0049	-0.0124	-0.0735
Si	-0.0572	-0.0577	0.0107
Si	-0.0209	0	-0.0024
Si	0.0214	-0.0173	-0.0065
Si	-0.0097	-0.019	0.0124
Si	0.0018	0.0014	0.0168
Si	-0.0085	-0.0177	-0.033
Si	0.0136	-0.0059	0.0129
Si	-0.0141	0.0136	-0.0287
Si	0.0363	-0.0175	-0.0617
Si	0.0064	-0.0332	0.0177
Si	0.0139	0.0105	0.0216
Si	-0.0336	0.0345	0.0334
Si	0.0787	0.0202	0.0685
Si	0.0243	0.0032	-0.0147
Si	0.018	-0.0065	0.0336
Si	0.0012	0.0192	-0.0047
Si	-0.0289	-0.0206	-0.0373
Si	0.043	0.0216	0.0536
Si	-0.0016	-0.0114	0.0766
Si	-0.0356	0.0075	0.0823
Si	-0.1183	0.0122	0.0725
Si	0.1004	0.0326	0.0793
Si	-0.0049	-0.0004	0.0518
Si	0.0079	-0.0221	-0.0034
Si	0.0391	-0.0057	0.0699
Si	-0.0182	-0.0328	0.0104
Si	0.0722	0.0036	0.042
Si	-0.0656	0.0033	0.0559
Si	0.0143	0.0385	0.0332
H	-0.0015	-0.0097	0.0022
H	0.0085	-0.0035	-0.0032
O	0.0108	-0.0161	-0.0326
O	0.0121	-0.0181	-0.0192
O	0.0201	-0.0205	-0.0264
O	0.0249	0.0022	-0.0222
O	-0.0399	-0.0026	0.0365
O	-0.0422	-0.0118	0.0127
O	-0.0319	-0.0088	-0.0137
O	-0.0247	-0.0116	-0.0109
O	-0.0161	-0.0074	0.0072
H	-0.0001	0.006	-0.0011
H	-0.0102	0.0109	-0.0046
H	-0.0012	0.0053	0.0015
O	-0.0295	0.0186	-0.0066
O	-0.0614	0.0294	-0.0295
O	0.0108	0.0245	0.0146
O	-0.0015	0.023	-0.0125
O	-0.0107	-0.0005	-0.0165
O	0.0139	-0.0019	-0.0002
O	0.0044	-0.0081	0.0083
O	-0.0361	0.0053	-0.0133
O	0.0423	0.0202	-0.0102
Si	0.002	0.0009	0.0151
Si	0.0003	-0.0003	0.0193
Si	-0.007	0.0028	0.0049
Si	0.0001	0.0011	0.0022
Si	-0.0005	-0.0066	0.0175
Si	0.0001	0.0036	0.0186
Si	0.0043	0	0.0147
Si	0.0031	0.0017	0.016
Si	0.0003	0.0054	0.014
Si	0.0017	-0.0044	0.0133
Si	0.0006	0.0032	0.0212
Si	0.0088	-0.0129	0.0141
Si	-0.01	-0.0179	-0.0008
Si	-0.0004	-0.0036	0.004
Si	0.0074	-0.0005	0.0237
Si	0.0003	0.0019	0.0101
Si	0.0059	0.0023	0.0216
Si	0.0003	0.0038	0.0178
Si	0.0041	-0.0041	0.0135
Si	0.0035	-0.0045	0.0119
Si	0.0006	-0.0039	0.0202
Si	0.0034	-0.0035	0.0058
Si	-0.0037	0.0019	0.0126
Si	0.0022	0.0002	0.0169
Si	0.0085	-0.0037	0.0094
Si	-0.0053	-0.0064	0.0225
Si	-0.0015	-0.0036	0.0143
Si	-0.0018	-0.0225	0.0312
Si	-0.0015	-0.0018	0.0145
Si	0	-0.0028	0.0144
Si	-0.0039	0.0041	0.0166
Si	-0.0068	-0.004	0.012
Si	0.0038	-0.0004	0.0158
Si	0.0019	-0.002	0.023
Si	-0.0017	-0.0049	0.017
Si	0.0023	0.0037	0.0164
Si	-0.0034	0.0039	0.0188
Si	0	0.0016	0.0172
Si	-0.001	0.0004	0.0185
Si	-0.0062	-0.0031	0.0015
Si	0.0021	-0.002	0.0189
Si	-0.0036	0.0011	0.0143
Si	-0.0112	-0.0013	0.023
Si	0.0006	-0.0001	0.0158
Si	-0.0006	0.0046	0.0277
Si	-0.0022	-0.0041	0.0156
O	0.0194	0.0089	-0.0171
O	0.011	-0.0045	-0.0068
O	-0.0144	-0.0142	0.002
O	-0.02	0.0125	-0.0238
O	-0.0021	-0.0013	-0.0281
O	-0.0374	-0.0021	-0.0183
O	0.004	-0.021	-0.0033
O	0.0019	-0.0048	0
O	-0.0212	0.0111	0.0063
O	-0.0087	0.0224	-0.0223
O	0.0164	0.0025	-0.0273
O	0.0014	-0.0105	-0.0212
O	-0.0031	0.0092	0.0145
O	0.0155	-0.0121	-0.0404
O	0.0262	0.0042	-0.0173
O	0.0214	0.009	-0.0181
O	0.0024	0.0046	-0.0114
O	-0.0209	-0.0169	-0.0177
O	0.013	0.0238	0.0004
O	-0.0262	-0.0064	-0.0082
O	0.0264	-0.002	-0.0036
O	-0.0183	-0.0027	0.0093
O	-0.0031	0.0204	-0.0084
O	-0.0059	-0.0186	0.0116
O	-0.0164	-0.0153	-0.0241
O	0.0223	0.0189	0.0071
O	-0.0038	-0.0163	-0.0007
O	0.0004	0.0148	-0.0003
O	-0.0149	-0.0234	-0.0064
O	-0.0099	0.0111	0.0056
O	-0.0055	-0.0189	-0.0142
O	0.0069	0.0199	-0.0105
O	0.0011	-0.0029	-0.0124
O	-0.0181	-0.0088	-0.0277
O	-0.0078	0.0109	-0.0195
O	0.0039	0.0168	0.0096
O	-0.0292	-0.0047	0.007
O	0.0065	-0.0039	-0.0143
O	0.0106	-0.0068	0.0072
O	0.0128	0.0145	0.0225
O	-0.0082	-0.0273	-0.0058
O	0.0037	0.0314	-0.0187
O	0.0043	0.0026	-0.0096
O	0.0019	-0.0011	0.0077
O	-0.0079	0.0022	-0.0049
O	0.0198	0.0035	0.0036
O	0.0044	0.002	-0.0054
O	0.0116	0.002	-0.0035
O	0.0018	0.0147	-0.0072
O	-0.0135	0.0143	-0.011
O	-0.0063	-0.0227	0.0027
O	-0.0225	0.0051	-0.0113
O	-0.0038	0.0142	-0.0188
O	-0.0036	0	-0.0254
O	-0.0089	-0.0072	-0.0179
O	-0.0015	-0.0239	-0.0025
O	0.0163	0.0113	-0.0104
O	0.0149	0.0104	-0.0204
O	0.0041	0.007	-0.0283
O	0.0095	-0.0095	-0.0071
O	0.0096	0.0063	0.0132
O	-0.028	0.0089	0.0055
O	-0.0051	-0.024	-0.0075
O	0.0127	-0.0069	-0.0238
O	0.0141	-0.0304	-0.0105
O	-0.0007	-0.0118	-0.0101
O	-0.0052	-0.0105	-0.017
O	0.0164	0.0125	-0.0286
O	0.0176	0.0046	-0.0056
O	-0.0069	0.0016	0.0021
O	-0.0147	0.0061	-0.013
O	-0.0091	-0.0015	0.0204
O	-0.0069	-0.0189	-0.0019
O	-0.0191	-0.0125	-0.0078
O	-0.0052	-0.0013	0.0058
O	-0.0024	-0.0023	0.0181
O	0.0228	0.0102	-0.0057
O	0.0294	0.003	-0.0082
O	0.0179	0.0003	0.0061
O	-0.0137	0.0097	-0.0038
O	0.0109	0.0003	-0.0153
O	0.0035	0.0162	0.0143
O	0.0123	-0.0113	-0.0266

The program warned: the cutoff lies below the one the program advises for these potential files; the exchange-correlation potential is rough where the density is thin.
